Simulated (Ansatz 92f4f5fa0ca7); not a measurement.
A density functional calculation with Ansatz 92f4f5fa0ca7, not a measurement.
Periodic cell of 273 atoms, Si165O106P2, from a study of silicon, its oxide and their interface. The atomic structure is a simulated model.
Doubt: the cutoff is far below the 930 eV that the study's wrapper takes by default for these files, so forces and energies are approximate.
This geometry differs little from another in the collection (a relaxation step or a small displacement).

Settings
functional: PBE
potential files: Ansatz PAW
basis: plane waves
wave-function cutoff: 580 eV
density cutoff ratio: 5
exchange-correlation grid ratio: 1
k mesh: 1 x 1 x 1, Gamma-centred
self-consistency stop: 5e-08 eV per atom in the density residual
occupations: fixed
spin: none
net charge: 0

Cell vectors (angstrom)
a 11.6015 0 0
b 0 13.3963 0
c 0 0 29.8085

Atoms: element, x, y, z (angstrom)
Si 11.5929 0.2068 22.8942
Si 3.9629 0.14 23.038
Si 7.6797 0.065 23.1552
Si 2.0669 3.4494 22.8919
Si 5.9102 3.6723 23.0043
Si 9.7392 3.5673 23.0341
Si 11.6524 6.8866 23.0682
Si 3.9341 7.0279 23.188
Si 7.7257 6.9161 23.3264
Si 2.0614 10.2857 23.2408
Si 5.7478 10.002 23.4251
P 10.0501 10.1253 23.37
Si 11.6809 2.4078 23.7547
Si 4.0046 2.4017 23.7518
Si 7.7967 2.3908 23.7812
Si 2.0097 5.707 23.7067
Si 5.8026 5.7895 24.0128
Si 9.7147 5.7816 23.9238
Si 11.8921 9.0644 24.0223
Si 3.8059 9.1053 24.2021
P 7.656 9.0798 24.0672
Si 1.9478 12.5335 23.8169
Si 5.7915 12.3192 23.9555
Si 9.7644 12.4045 23.7745
Si 11.64 2.2867 26.1715
Si 3.9125 2.3002 26.1693
Si 7.7609 2.3003 26.186
Si 1.9659 5.616 26.1477
Si 5.8025 5.6403 26.3419
Si 9.7067 5.6358 26.2808
Si 11.664 8.9776 26.3448
Si 3.8588 8.9963 26.4786
Si 7.7394 8.9877 26.3241
Si 1.9368 12.3807 26.2121
Si 5.7962 12.3291 26.3014
Si 9.6947 12.315 26.1886
Si 1.971 1.1937 27.0156
Si 5.8256 1.1829 27.0245
Si 9.6927 1.1662 26.9864
Si 11.6412 4.5005 27.0168
Si 3.8653 4.4983 27.0383
Si 7.7525 4.5067 27.046
Si 1.9423 7.8048 27.079
Si 5.8291 7.873 27.0816
Si 9.7033 7.8693 27.0504
Si 11.6254 11.2345 27.0387
Si 3.8449 11.2584 27.0763
Si 7.7606 11.2353 27.0407
Si 1.9336 1.1164 29.4135
Si 5.8008 1.1164 29.4135
Si 9.6679 1.1164 29.4135
Si 0 4.4654 29.4135
Si 3.8672 4.4654 29.4135
Si 7.7343 4.4654 29.4135
Si 1.9336 7.8145 29.4135
Si 5.8008 7.8145 29.4135
Si 9.6679 7.8145 29.4135
Si 0 11.1635 29.4135
Si 3.8672 11.1635 29.4135
Si 7.7343 11.1635 29.4135
Si 0 0 0.3944
Si 3.8672 0 0.3944
Si 7.7343 0 0.3944
Si 1.9336 3.3491 0.3944
Si 5.8008 3.3491 0.3944
Si 9.6679 3.3491 0.3944
Si 0 6.6981 0.3944
Si 3.8672 6.6981 0.3944
Si 7.7343 6.6981 0.3944
Si 1.9336 10.0472 0.3944
Si 5.8008 10.0472 0.3944
Si 9.6679 10.0472 0.3944
Si 11.5474 -0.0519 2.7447
Si 3.8442 -0.0723 2.8039
Si 7.6626 -0.0979 2.7717
Si 1.9298 3.2657 2.7443
Si 5.7503 3.2722 2.8007
Si 9.5982 3.3045 2.7634
Si 11.5669 6.632 2.7555
Si 3.865 6.616 2.741
Si 7.7332 6.6408 2.7677
Si 1.9239 9.9962 2.7524
Si 5.8198 10.0369 2.773
Si 9.6752 9.9727 2.7515
Si 11.5523 2.1992 3.4441
Si 3.8174 2.1223 3.6532
Si 7.6767 2.1107 3.5546
Si 1.9033 5.4968 3.474
Si 5.8029 5.5216 3.5659
Si 9.6473 5.5203 3.6143
Si 11.61 8.8624 3.5574
Si 3.8929 8.8647 3.4287
Si 7.7378 8.8732 3.5511
Si 1.8645 12.2284 3.5471
Si 5.7521 12.2148 3.7449
Si 9.6164 12.1941 3.513
Si 11.4774 2.159 5.7626
Si 3.7316 2.0273 6.0795
Si 7.607 1.9678 5.9265
Si 1.8772 5.406 5.8088
Si 5.8024 5.4645 5.9403
Si 9.6214 5.4439 6.0177
Si 11.6391 8.7917 5.9338
Si 3.9156 8.7876 5.7459
Si 7.7726 8.8097 5.9243
Si 1.7828 12.1579 5.9192
Si 5.718 12.1184 6.2564
Si 9.5838 12.1088 5.8665
Si 1.6327 0.9731 6.736
Si 5.672 0.9876 7.0222
Si 9.6342 0.9363 6.5968
Si 11.5726 4.3157 6.7262
Si 3.8257 4.3211 6.5655
Si 7.6924 4.1785 6.6286
Si 2.0304 7.6266 6.5163
Si 5.8298 7.7331 6.7027
Si 9.7173 7.7044 6.7351
Si 11.4532 10.9897 6.7778
Si 3.6541 10.9347 6.654
Si 7.7564 10.9743 6.8645
O 9.9005 7.8984 8.3969
O 9.902 0.8245 8.2469
O 1.0331 0.9172 8.3218
O 3.0803 10.5598 8.1687
O 5.8164 7.8993 8.3682
O 5.6168 1.186 8.709
O 3.7721 4.3353 8.2138
O 7.6465 3.7335 8.2544
O 0.0502 4.2748 8.3998
O 11.1566 10.9485 8.4302
O 8.1209 10.7716 8.5028
O 2.375 7.4936 8.1209
O 11.4509 0.2085 21.2184
O 9.7481 3.6529 21.3664
O 4.1525 7.5273 21.599
O 6.0171 4.1896 21.3957
O 5.8287 9.6838 21.7738
O 2.1451 3.3801 21.208
O 7.3535 13.441 21.515
O 4.0294 0.154 21.3734
O 7.7304 7.0413 21.683
O 2.1027 10.2032 21.5899
O 11.5348 6.9954 21.4063
O 10.1508 9.6566 21.785
Si 11.5798 6.4501 11.2953
Si 1.5583 10.3768 16.2585
Si 0.2283 3.6891 9.9143
Si 8.0959 12.8462 20.2023
Si 2.8432 10.4627 9.7646
Si 2.615 10.4081 20.0668
Si 10.3489 3.7098 19.8498
Si 0.2514 12.8133 17.0909
Si 10.824 0.7037 19.7805
Si 3.1569 7.7533 16.2335
Si 0.3359 6.4917 19.9113
Si 9.3842 2.5369 14.308
Si 2.9105 2.5442 11.0388
Si 5.1271 11.9911 15.3695
Si 4.9844 8.6792 20.7763
Si 3.6095 -0.3887 11.291
Si 5.5851 8.8959 14.8052
Si -0.1635 11.3143 10.004
Si 9.4872 10.0231 20.3155
Si 3.483 0.0578 19.8389
Si 7.4669 4.7056 9.5416
Si 2.3649 12.3644 14.1684
Si 6.1902 0.5953 10.1473
Si 2.8059 2.9086 19.7718
Si 5.7192 4.4532 13.6719
Si 7.4804 0.2132 15.6054
Si 9.6167 11.3462 15.1976
Si 1.9888 6.5651 13.5478
Si 2.8442 3.5298 14.0128
Si 11.7468 9.1809 18.4562
Si 11.2315 0.8733 9.2033
Si 9.1264 7.3244 9.7123
Si 8.6752 8.5634 14.5787
Si 4.7792 7.169 12.3577
Si 2.9793 5.6371 18.7629
Si 2.5391 7.4046 9.7178
Si 6.2652 8.4279 9.8448
Si 4.3312 4.7627 9.6597
Si 9.358 10.4954 12.2755
Si 5.9759 13.0173 17.9837
Si 7.9898 4.9523 18.3923
Si 8.302 5.424 15.2321
Si 7.3259 11.076 9.9164
Si 5.3968 4.2182 19.8795
Si 0.7837 1.5029 15.0425
Si 7.5846 7.5403 20.1494
Si 7.646 2.7996 11.8706
O 3.4552 6.0831 10.1023
O 1.9471 2.6663 15.0807
O -0.3595 12.9438 10.1748
O 8.4393 8.8851 19.8749
O 2.4444 1.3172 19.5166
O 8.1504 5.3755 16.8419
O 2.7609 11.994 19.6935
O 7.1593 8.7741 15.1386
O 1.2814 0.1958 14.1802
O 4.4088 3.8201 14.4556
O 4.2471 3.4158 10.6169
O 10.9527 2.0954 14.4952
O 11.3844 4.8413 10.9921
O 10.8454 12.0292 16.0419
O 8.9331 6.9147 14.7735
O 1.7848 3.3599 10.2153
O 8.4652 5.9327 9.214
O 11.1438 2.3018 19.5386
O 5.414 7.6096 10.9376
O 11.4341 7.6026 18.7992
O 7.8726 8.2636 10.151
O 10.1353 7.1544 10.9838
O 9.2119 4.1169 14.775
O 8.8509 11.4705 20.6045
O 10.5771 10.5132 11.163
O 8.3615 12.2339 15.7511
O 4.4495 2.893 19.8199
O 4.7018 0.2319 18.7712
O 10.5751 10.1151 19.1135
O 6.8282 0.6791 17.0505
O 0.5151 6.7509 12.8296
O 1.0523 7.1376 10.2989
O 3.1438 7.1852 12.5572
O 4.0268 9.6143 19.85
O 6.786 5.1958 14.6557
O 0.5754 0.9265 16.5546
O 1.5502 11.797 17.114
O 5.3861 8.312 13.3179
O 2.9745 12.3803 12.656
O 6.435 3.209 12.8954
O 2.7788 9.3222 16.5752
O 6.0401 7.9145 19.7919
O 1.9571 6.3917 19.7855
O 1.5426 9.6492 19.1288
O 9.4891 9.7162 15.4688
O 3.1042 8.8902 10.204
O 8.9802 9.043 13.012
O 2.1531 7.2995 15.0039
O 9.1454 3.8719 18.7714
O 4.7317 7.9137 15.8089
O 7.2506 1.5961 10.8593
O 8.1477 6.3401 19.2255
O 5.91 5.1658 9.6276
O 7.0209 -0.9685 19.0733
O 11.0612 2.2505 10.0923
O 8.9789 2.4184 12.7281
O 9.7157 11.5067 13.5442
O 6.5745 4.2206 18.7557
O 6.0412 10.048 9.961
O 1.355 10.837 10.288
O 5.164 10.4762 14.7636
O 1.6763 10.9191 14.675
O 11.3603 13.0868 18.6167
O 5.4418 11.8464 16.9739
O 8.0926 10.9859 11.3611
O 11.3077 5.0151 19.6458
O 8.3705 1.4815 15.085
O 2.4382 4.056 18.6163
O 3.7542 11.6934 10.3389
O 9.1905 0.5634 19.7399
O 2.7837 2.6441 12.6523
O 3.64 12.6291 15.1578
O 7.993 4.0864 10.9398
O 5.1147 0.2556 11.341
O 4.4379 5.5059 19.4996
O 6.1958 13.0716 14.7014
O 3.0527 6.5831 17.4027
O 2.7808 0.9302 10.7192
O 0.2734 9.4846 16.84
O 5.2376 5.6266 12.6425
O 2.1377 4.9663 13.7738
O 6.898 12.6132 9.7169

Results
free energy: -166683.900 eV
free energy less fixed offsets of O -568.88, P -755.39, Si -635.61 eV per atom: 3.810 eV

Forces (eV/angstrom), in the order of the atoms: element, x, y, z
Si -0.0854 0.0072 0.0092
Si -0.0666 0.057 0.0214
Si 0.1135 -0.0122 -0.0976
Si 0.0011 0.064 -0.0106
Si -0.0058 0.0528 0.0031
Si 0.025 0.0171 -0.0557
Si 0.0416 0.0732 0.0063
Si -0.0422 -0.0454 -0.0541
Si 0.0084 0.0967 -0.0892
Si 0.0433 0.0452 -0.0985
Si 0.0623 0.1108 -0.2616
P -0.4483 -0.2179 0.0643
Si 0.0218 0.0233 -0.0063
Si -0.013 -0.0772 0.0025
Si -0.015 -0.0482 0.0131
Si 0.0238 -0.0136 -0.0371
Si -0.0049 0.0181 -0.0311
Si -0.007 0.0117 -0.0102
Si -0.083 -0.0742 0.0195
Si -0.0165 -0.0837 -0.0616
P 0.4704 -0.0137 -0.0281
Si 0.0249 0.0443 -0.019
Si -0.0088 -0.0625 -0.026
Si -0.0021 -0.0903 0.0611
Si 0.0208 0.0197 -0.0102
Si 0.0224 0.0374 -0.0164
Si -0.04 0.0335 -0.0102
Si -0.0094 0.0072 -0.0211
Si 0.0294 0.0338 -0.0228
Si -0.027 0.0205 -0.0021
Si -0.0436 0.0849 -0.0525
Si 0.036 0.0381 0.0352
Si 0.1112 0.0603 -0.0289
Si -0.0243 0.0092 -0.0119
Si -0.0026 0.0249 0.0037
Si 0.0202 0.0405 -0.0614
Si -0.0183 -0.0308 0.0158
Si 0.0064 -0.0241 0.0135
Si 0.0106 -0.051 0.0516
Si 0.0139 -0.0118 -0.0003
Si -0.0018 -0.0081 0.0079
Si 0.0331 0.0123 0.0152
Si 0.0603 -0.0227 0.0235
Si -0.0638 -0.043 0.0592
Si -0.0864 0.0062 -0.048
Si -0.005 -0.0237 0.0132
Si 0.0201 -0.0086 0.0159
Si -0.0133 -0.0655 0.0093
Si 0.0594 0.1976 -0.1679
Si 0.0531 0.1485 -0.1327
Si 0.0877 0.0682 -0.2897
Si 0.1325 0.041 -0.1066
Si -0.0841 0.0219 -0.1087
Si 0.0896 0.018 0.0023
Si -0.0314 -0.1882 0.3111
Si 0.0901 0.0233 0.3787
Si 0.0143 0.079 0.0008
Si 0.0157 0.1567 -0.0677
Si -0.1046 0.2704 0.2573
Si 0.0843 0.1061 -0.0943
Si -0.0857 -0.1291 -0.1728
Si 0.0402 -0.1774 0.2924
Si -0.2188 -0.2148 0.0117
Si 0.1125 -0.166 -0.0861
Si -0.1263 -0.1309 0.2092
Si -0.1957 0.0041 -0.0516
Si -0.1092 -0.0186 -0.0193
Si -0.0091 -0.1383 -0.1433
Si 0.0285 -0.0465 0.0423
Si -0.0434 0.0094 -0.1343
Si 0.1059 0.1127 0.0142
Si 0.0014 -0.1274 -0.1078
Si -0.0027 0.0107 -0.0083
Si -0.0056 -0.0024 -0.0013
Si 0.012 0.0026 0.0024
Si 0.0001 0.0055 -0.0034
Si -0.0021 0.0016 -0.0053
Si 0.0028 0.0117 -0.0098
Si 0.009 0.0083 0.0135
Si 0.003 0.0093 -0.0136
Si -0.0078 0.0108 0.0066
Si 0.0024 0.0009 -0.0079
Si 0.0003 0.0054 -0.0076
Si 0.0007 0.0053 -0.0057
Si -0.0005 -0.0047 0.0105
Si 0.0025 0.0009 0.0061
Si -0.0035 -0.0013 0.0098
Si -0.0146 -0.0031 0.0019
Si 0.0043 -0.0019 0.0006
Si -0.0017 -0.014 0.0061
Si -0.0038 -0.0027 0.0073
Si -0.0038 -0.0023 0.0112
Si 0.0056 -0.0027 0.0075
Si 0.0068 -0.0045 0.0088
Si -0.006 -0.0074 0.0079
Si -0.0041 -0.0037 0.0086
Si 0.0036 0.0022 0.0002
Si 0.0002 0.0008 0.0008
Si 0.0012 -0.0005 -0.0029
Si -0.0055 0.0022 -0.0005
Si 0.0038 0.003 0.0026
Si 0.001 0.0089 0.001
Si -0.0006 -0.002 -0.0015
Si -0.0014 0.0014 0.0003
Si 0.0019 -0.0011 -0.0008
Si 0.0022 -0.0015 0.0001
Si 0.0003 0.0003 0.0006
Si -0.0004 0.0023 -0.0015
Si -0.0071 0.0002 0.0069
Si -0.0026 -0.0018 0.0125
Si 0.0016 -0.0033 0.007
Si 0.0067 -0.0083 0.0094
Si 0.0005 -0.002 0.0091
Si -0.0047 -0.0039 0.0072
Si 0.0055 0.0061 0.0075
Si -0.0034 0.0033 0.0105
Si -0.0023 -0.0001 0.0088
Si -0.0014 0.002 0.0094
Si -0.0036 0.0008 0.0087
Si 0.0003 0.0022 0.0118
O 0.0015 0.0011 -0.0046
O -0.0034 0.002 -0.0034
O 0.0051 0.0006 -0.0037
O 0.0056 0.0024 -0.0121
O -0.0013 -0.0028 -0.0108
O -0.001 0.0036 -0.0148
O -0.0023 -0.0016 -0.013
O 0.0018 -0.0011 -0.0104
O -0.0025 0.0051 -0.0126
O 0.001 -0.0006 -0.0115
O 0.0014 -0.0006 -0.0111
O -0.0023 -0.001 -0.0074
O 0.0273 0.0194 -0.0013
O -0.0051 0.0103 0.0355
O -0.0063 -0.0272 0.0603
O -0.0004 -0.0219 0.0038
O -0.1589 -0.0455 0.0892
O 0.0005 -0.013 0.0137
O -0.0237 -0.0049 0.0772
O 0.0123 -0.0209 0.0102
O 0.0098 -0.0125 0.0604
O 0.0174 0.032 0.0243
O 0.0026 -0.026 0.0007
O -0.0854 0.0154 -0.1652
Si 0.0003 0 0.002
Si -0.009 -0.0036 0.0363
Si 0.0007 0.0007 0.0037
Si 0.059 -0.1022 0.0054
Si 0.0003 0.0053 0.0015
Si 0.004 -0.0332 0.0206
Si 0.0176 0.0111 -0.0073
Si -0.0045 -0.0054 0.0205
Si -0.0145 -0.0193 0.0185
Si -0.0036 0.0082 0.0176
Si -0.0096 0.0379 0.0149
Si 0.0013 -0.0026 0.0063
Si -0.0003 -0.0026 0.0016
Si 0.0061 0.0017 0.0166
Si 0.0479 0.0432 0.0098
Si -0.0033 -0.0011 0.0006
Si -0.0041 0.0001 0.0058
Si -0.0002 -0.0016 0.0039
Si 0.1214 -0.079 0.3278
Si 0.0023 -0.0176 0.0164
Si 0.0004 0.0032 0.0055
Si -0.0063 -0.004 0.0074
Si 0.0032 -0.0013 0.0067
Si -0.0023 -0.0029 -0.0056
Si 0.0014 0.0047 -0.0004
Si 0.0026 -0.0104 0.0219
Si 0.0015 0.0003 0.0299
Si 0.0031 0.0016 0.0077
Si -0.0059 0.0027 0.0034
Si -0.0894 0.062 0.1021
Si 0.0002 0 0.0017
Si 0 0.0009 0.0006
Si 0.0076 0.0126 0.0101
Si -0.0003 0.0038 0.0038
Si -0.0113 0.0141 0.0146
Si -0.0029 0.0005 0.0024
Si -0.0009 0.001 0.0043
Si 0.0015 0.0012 0.0025
Si -0.0012 -0.002 0.0102
Si 0.0139 -0.0134 0.0261
Si 0.0071 0.0144 0.0268
Si 0.0028 0.0015 0.0152
Si -0.0034 0.0024 0.0045
Si -0.0034 0.0027 -0.0153
Si -0.0027 -0.006 0.0104
Si 0.0055 0.0321 0.0104
Si 0.0014 0.0004 0.0031
O -0.0006 -0.0011 0.0006
O 0.0048 0.0051 -0.0017
O -0.0008 0.0027 0.0012
O 0.0795 0.0356 0.0087
O 0.0057 0.0088 -0.0001
O 0.0006 0.0014 -0.0124
O -0.0006 0.0092 -0.0137
O -0.0051 -0.0008 -0.0025
O 0.002 0.0007 0.0023
O 0.0009 0 0.0019
O 0.0004 0.0036 0.0016
O -0.0028 0.0031 -0.0002
O 0 -0.0017 0.0014
O -0.0055 -0.0035 -0.0153
O 0.0004 -0.0028 -0.0021
O -0.005 0.0016 0.005
O -0.0015 -0.0003 0.0009
O -0.0007 0.0126 0.0054
O 0.0045 0.0037 -0.0048
O 0.0113 -0.0099 -0.0086
O 0.0001 0 0.0026
O -0.0032 0.0017 0.0013
O 0.0006 -0.0007 -0.0018
O -0.044 0.124 -0.0571
O 0.0045 0.0022 -0.0028
O -0.0072 0.0099 -0.0115
O 0.0049 0.0044 0.0083
O -0.0029 0.0053 -0.0056
O 0.0407 -0.0815 -0.0042
O 0.0007 0.0075 -0.0129
O -0.0046 -0.0002 -0.0025
O 0.0039 0.0022 0.0007
O 0.0017 -0.0002 -0.0003
O -0.0023 -0.0075 -0.0006
O -0.0041 -0.0018 0.0007
O 0.0031 0.0075 -0.0102
O 0.0055 -0.0029 -0.0139
O -0.0025 -0.0008 -0.004
O 0.0021 0.0027 -0.0015
O 0.002 -0.0003 0.0014
O 0.004 -0.0002 -0.0119
O -0.022 0.0278 0.0238
O 0.0093 -0.0151 -0.0143
O -0.0021 0.0115 -0.0239
O 0.0006 -0.0058 -0.0067
O 0.0008 -0.0017 0.0035
O 0.0019 0.0026 -0.0103
O -0.0037 -0.0039 -0.0051
O 0.0027 -0.0046 0.003
O 0.005 0.0002 -0.0061
O -0.0042 -0.0024 0.0009
O -0.0022 -0.0155 -0.0049
O 0.0001 -0.0002 0
O -0.0028 0.0164 0.0005
O 0.0002 -0.002 0.0021
O -0.004 0.0025 -0.0025
O 0.001 0.0002 -0.009
O -0.0055 -0.0092 0.0043
O -0.0011 -0.0005 0.004
O -0.0011 0.0009 0.0026
O 0.0008 0.0001 0.0017
O 0.0033 0.0048 -0.0059
O 0.0054 -0.0021 -0.0089
O -0.0085 0.005 -0.0155
O -0.0023 0.001 -0.0033
O -0.0064 -0.0208 -0.0034
O 0.0047 0.0086 -0.0026
O 0.003 -0.0043 0.0008
O -0.0021 -0.0066 0.0037
O -0.0033 0.0036 -0.001
O 0.0014 -0.0005 -0.0015
O -0.0017 0.0035 0.0003
O -0.002 0.0032 -0.0015
O 0.0018 0.0023 0.0011
O 0.0066 -0.0123 0.0045
O -0.0011 0.0006 -0.0009
O 0.0048 0.0002 -0.0105
O 0.0007 0.0035 0.0049
O 0.021 0.0136 0.0022
O -0.0004 0.0044 0.0048
O 0.0005 -0.0001 0.0012
O 0.0007 0.0009 0.0027

The program warned: the cutoff lies below the one the program advises for these potential files; the forces do not sum to zero within the program's tolerance; the exchange-correlation potential is rough where the density is thin.
